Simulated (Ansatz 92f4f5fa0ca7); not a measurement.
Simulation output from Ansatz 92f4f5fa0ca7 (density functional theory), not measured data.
Periodic cell of 276 atoms, Si168O108, from a study of silicon, its oxide and their interface. The atomic structure is a simulated model.
Doubt: the cutoff is low for norm-conserving oxygen, so forces and energies are approximate.
Doubt: the program's own warning below bears on the result.
This geometry differs little from another in the collection (a relaxation step or a small displacement).

Settings
functional: HSE06
potential files: SPMS norm-conserving
basis: plane waves
wave-function cutoff: 800 eV
density cutoff ratio: 4
exchange-correlation grid ratio: 1
k mesh: 1 x 1 x 1, Gamma-centred
occupations: fixed
spin: none
net charge: 0

Cell vectors (angstrom)
a, 11.6015, 0, 0
b, 0, 13.3963, 0
c, 0, 0, 30.8482

Atoms: element, x, y, z (angstrom)
Si, 0.0541, -0.1014, 24.0853
Si, 3.8794, 0.01, 24.1873
Si, 7.7353, 0.0511, 23.992
Si, 1.9107, 3.4148, 24.1265
Si, 5.9992, 3.375, 24.2025
Si, 9.6143, 3.3485, 24.2703
Si, -0.0995, 6.6694, 24.1326
Si, 3.7559, 6.6749, 24.2044
Si, 7.7072, 6.7712, 24.1545
Si, 1.9902, 9.9955, 24.1539
Si, 5.7904, 10.0619, 24.1521
Si, 9.6488, 10.0605, 23.9613
Si, 0.0125, 2.1862, 24.8282
Si, 3.9202, 2.2963, 24.8053
Si, 7.7704, 2.1624, 25.1078
Si, 1.8425, 5.5959, 25.0102
Si, 5.7707, 5.6154, 24.8965
Si, 9.6043, 5.5967, 24.9962
Si, -0.0273, 8.9376, 24.8223
Si, 3.8914, 8.904, 24.979
Si, 7.7503, 8.9858, 24.9135
Si, 1.9653, 12.2423, 24.9601
Si, 5.8344, 12.3068, 24.8999
Si, 9.649, 12.2798, 24.8006
Si, 0.0037, 2.2058, 27.236
Si, 3.8829, 2.2574, 27.2248
Si, 7.7477, 2.1874, 27.4182
Si, 1.8937, 5.5801, 27.3491
Si, 5.786, 5.5867, 27.279
Si, 9.6442, 5.5889, 27.3419
Si, -0.0141, 8.934, 27.2314
Si, 3.8768, 8.914, 27.3306
Si, 7.7436, 8.9489, 27.2892
Si, 1.9423, 12.2623, 27.3147
Si, 5.8183, 12.2836, 27.2804
Si, 9.6582, 12.2665, 27.2211
Si, 1.9506, 1.1218, 28.0568
Si, 5.7799, 1.1085, 28.0961
Si, 9.6995, 1.0804, 28.0919
Si, -0.0264, 4.4365, 28.0884
Si, 3.8548, 4.4699, 28.08
Si, 7.7133, 4.4607, 28.0944
Si, 1.9127, 7.8239, 28.0839
Si, 5.8182, 7.8091, 28.0893
Si, 9.6701, 7.8306, 28.0872
Si, -0.0131, 11.1561, 28.063
Si, 3.884, 11.1567, 28.0859
Si, 7.7407, 11.1727, 28.0831
Si, 1.9336, 1.1164, 30.4532
Si, 5.8008, 1.1164, 30.4532
Si, 9.6679, 1.1164, 30.4532
Si, 0, 4.4654, 30.4532
Si, 3.8672, 4.4654, 30.4532
Si, 7.7343, 4.4654, 30.4532
Si, 1.9336, 7.8145, 30.4532
Si, 5.8008, 7.8145, 30.4532
Si, 9.6679, 7.8145, 30.4532
Si, 0, 11.1635, 30.4532
Si, 3.8672, 11.1635, 30.4532
Si, 7.7343, 11.1635, 30.4532
Si, 0, 0, 0.3944
Si, 3.8672, 0, 0.3944
Si, 7.7343, 0, 0.3944
Si, 1.9336, 3.3491, 0.3944
Si, 5.8008, 3.3491, 0.3944
Si, 9.6679, 3.3491, 0.3944
Si, 0, 6.6981, 0.3944
Si, 3.8672, 6.6981, 0.3944
Si, 7.7343, 6.6981, 0.3944
Si, 1.9336, 10.0472, 0.3944
Si, 5.8008, 10.0472, 0.3944
Si, 9.6679, 10.0472, 0.3944
Si, 0.0046, -0.0074, 2.7654
Si, 3.8927, -0.008, 2.753
Si, 7.7445, -0.0087, 2.7796
Si, 1.9314, 3.3501, 2.7611
Si, 5.7914, 3.3633, 2.7347
Si, 9.6735, 3.3621, 2.7698
Si, -0.0125, 6.6946, 2.7857
Si, 3.858, 6.6992, 2.7451
Si, 7.753, 6.706, 2.7757
Si, 1.921, 10.0629, 2.7605
Si, 5.7885, 10.0227, 2.759
Si, 9.6331, 10.0646, 2.7781
Si, 0.004, 2.2203, 3.5493
Si, 3.8749, 2.2301, 3.5145
Si, 7.7204, 2.2533, 3.4928
Si, 1.9416, 5.586, 3.5579
Si, 5.8029, 5.5981, 3.5051
Si, 9.6613, 5.5793, 3.6419
Si, -0.0275, 8.9547, 3.5232
Si, 3.84, 8.9191, 3.5402
Si, 7.7072, 8.9305, 3.6073
Si, 1.9557, 12.3038, 3.5386
Si, 5.8148, 12.2391, 3.5555
Si, 9.6823, 12.2865, 3.626
Si, 0.0139, 2.2011, 5.9192
Si, 3.9014, 2.2183, 5.8669
Si, 7.6884, 2.2628, 5.8285
Si, 1.9648, 5.5798, 5.9302
Si, 5.7947, 5.5918, 5.8526
Si, 9.6565, 5.5552, 6.0668
Si, -0.0629, 8.9831, 5.8745
Si, 3.7932, 8.8836, 5.9081
Si, 7.6642, 8.9133, 6.0096
Si, 1.9922, 12.3233, 5.8958
Si, 5.8258, 12.1816, 5.9309
Si, 9.7037, 12.2961, 6.0445
Si, 1.9967, 1.1558, 6.7306
Si, 5.8328, 1.0309, 6.5874
Si, 9.593, 1.2034, 6.659
Si, 0.0686, 4.4231, 6.6765
Si, 3.9306, 4.4339, 6.6729
Si, 7.633, 4.4512, 6.7577
Si, 1.799, 7.8287, 6.6816
Si, 5.6942, 7.7614, 6.7548
Si, 9.6411, 7.8504, 6.7276
Si, 0.1233, 11.203, 6.7379
Si, 3.8416, 11.0933, 6.6863
Si, 7.7806, 11.1399, 6.8298
O, 4.1374, 4.3268, 8.3119
O, 5.5184, 7.5719, 8.3966
O, 9.3128, 1.5165, 8.2721
O, 9.7272, 8.0549, 8.366
O, 2.1775, 1.2583, 8.3731
O, 6.0055, 0.8875, 8.2132
O, 1.5119, 7.9355, 8.3136
O, 0.485, 11.2343, 8.3647
O, 3.6752, 10.9111, 8.325
O, 0.3602, 4.2995, 8.304
O, 7.308, 4.4336, 8.401
O, 7.802, 11.1673, 8.4939
O, 6.5864, 3.3934, 22.6461
O, 2.1982, 9.8706, 22.5234
O, 7.7197, 0.1569, 22.3213
O, 11.3173, 6.5217, 22.4969
O, 7.7788, 6.9208, 22.5028
O, 0.2358, 13.0273, 22.4676
O, 9.6122, 10.0349, 22.2891
O, 3.4519, 6.6438, 22.5732
O, 5.7707, 10.0238, 22.505
O, 9.284, 3.4037, 22.6502
O, 1.7621, 3.594, 22.4984
O, 3.8449, -0.0457, 22.5478
Si, 8.9816, 10.0782, 18.0508
Si, 4.4155, 10.9248, 9.7577
Si, 9.2059, 10.7299, 20.8685
Si, 5.0626, 8.1441, 9.8425
Si, 2.6956, 1.6991, 9.8396
Si, 7.1851, 6.2462, 21.1599
Si, 10.3909, 6.6076, 18.2931
Si, 3.0909, 10.8047, 12.534
Si, 10.0411, 6.1309, 14.1717
Si, 9.7558, 1.5062, 16.1787
Si, 5.5191, 0.5025, 9.6897
Si, 1.6278, 9.6616, 21.0264
Si, 11.0799, 4.1712, 9.6435
Si, 7.287, 0.8111, 20.8749
Si, 3.2878, 6.4482, 14.5159
Si, 7.9436, 3.4924, 21.7472
Si, 10.1723, 1.273, 9.6167
Si, 13.5878, 3.6888, 15.347
Si, 8.1441, 5.0566, 9.6425
Si, -0.5845, 4.3147, 16.601
Si, 1.4271, 13.1099, 11.9507
Si, 7.419, 1.5458, 14.0418
Si, 8.4854, 10.8501, 9.9356
Si, 5.053, 6.0346, 11.9679
Si, 7.9388, 0.0705, 11.4137
Si, 11.6309, 12.4421, 20.9728
Si, 9.0268, 7.8621, 9.8081
Si, 4.0458, 8.7201, 19.4507
Si, 7.6003, 4.5168, 12.7072
Si, 0.7359, 1.1112, 14.5596
Si, 4.4943, 10.4148, 15.0353
Si, 1.8295, 9.1862, 14.6055
Si, 4.0961, 6.1048, 21.1876
Si, 4.4619, 13.3527, 21.0655
Si, 1.9122, 1.1492, 19.5765
Si, 4.9958, 7.9279, 16.6398
Si, 2.8546, 1.2353, 16.57
Si, 8.0531, 13.1006, 17.99
Si, 7.4765, 7.605, 18.3347
Si, 11.4212, 11.9505, 9.6507
Si, 5.9837, 10.5607, 20.9986
Si, 10.747, 8.466, 16.0444
Si, 5.5787, 13.322, 15.9653
Si, 2.0841, 7.3531, 9.7047
Si, 1.9759, 4.0618, 20.9687
Si, 3.3935, 4.5847, 9.7206
Si, 0.2311, 6.7311, 20.9816
Si, 11.3872, 6.5806, 11.4524
O, 9.2337, 0.6526, 17.436
O, 9.2821, 0.7551, 10.8427
O, 1.0168, 4.2119, 16.5185
O, 2.6277, 12.3478, 12.715
O, 6.2262, 5.3468, 12.8232
O, 1.0561, 5.3685, 20.6056
O, 10.5211, 5.0513, 15.2575
O, 5.1412, 11.8241, 15.4941
O, 2.52, 3.2819, 10.1013
O, 1.0899, 2.7081, 14.379
O, 7.884, 0.4034, 12.9867
O, 5.6141, 7.2916, 11.102
O, 3.2541, 0.4152, 20.1116
O, 3.4751, 4.6644, 20.7728
O, 1.9178, 9.819, 13.0998
O, 4.263, 1.4203, 10.0442
O, 4.0877, 8.548, 17.8417
O, 5.1105, 11.9018, 20.746
O, -0.0244, 5.0679, 10.8846
O, 4.2824, 6.7594, 15.7642
O, 9.6678, 9.9044, 19.5304
O, 7.3337, 3.0205, 13.3182
O, 5.652, 5.8868, 21.452
O, 7.936, 6.6665, 9.6844
O, 7.9141, 4.3913, 11.1041
O, 10.2894, 2.9038, 16.7321
O, 9.8678, 9.6104, 16.7811
O, 7.2586, 7.2226, 19.8899
O, 10.9444, 2.6174, 10.0679
O, 6.0776, 0.9251, 14.7614
O, 3.9899, 6.5366, 13.0645
O, 8.8455, 6.8805, 17.912
O, 11.1783, 6.4355, 13.0469
O, 1.0616, 7.4556, 10.956
O, 8.3493, 9.2624, 10.2715
O, 11.2797, 7.5225, 17.2712
O, 0.719, 10.9789, 20.747
O, 6.7291, -0.1658, 17.0847
O, 4.2868, 0.5409, 16.7026
O, 0.3566, 9.2299, 15.2722
O, 2.8042, 9.6417, 19.9172
O, 6.692, 0.8203, 10.7285
O, 5.4025, 9.4414, 19.9791
O, 7.9082, 11.8707, 11.0729
O, 0.5583, 0.4139, 13.1157
O, 7.96, 4.8573, 20.8881
O, 10.0906, 7.3606, 10.9023
O, 2.1706, 7.6065, 14.5558
O, 10.063, 11.1431, 9.886
O, 11.1959, 13.4928, 9.2175
O, 4.4157, 4.9711, 10.9156
O, 0.9451, 8.1916, 20.9506
O, 2.6425, 4.964, 14.6135
O, 10.9702, 0.8272, 15.3681
O, 10.0342, 12.1451, 20.7786
O, 7.6369, 9.1916, 18.1152
O, 2.3892, 5.8009, 9.4648
O, 3.1039, 2.7585, 16.0537
O, 10.6718, 6.8627, 19.8597
O, 8.5964, 11.6043, 17.832
O, 1.951, 0.4876, 15.4406
O, 5.1549, 12.3411, 9.8641
O, 6.2611, 7.1941, 17.3513
O, 8.7444, 5.4278, 13.4531
O, 7.7118, 13.406, 19.5391
O, 4.4342, 10.4859, 13.4024
O, 8.5282, 1.7233, 15.1776
O, 2.0515, 1.223, 17.9701
O, 3.3655, 10.6872, 10.9546
O, 5.6783, 1.0041, 20.9161
O, 10.6922, 5.0708, 17.9742
O, 3.8787, 7.2308, 20.0613
O, 9.8787, 7.5489, 14.9878
O, 5.3638, 9.1751, 15.6404
O, 0.6367, 12.0026, 11.0495
O, 3.4556, 8.1135, 10.0229
O, 7.9637, 2.2606, 20.7237
O, 9.6633, 4.7836, 9.2024
O, 0.6476, 0.1878, 19.9808
O, 1.7513, 2.6943, 20.1081
O, 5.4856, 9.7087, 9.8776
O, 7.5753, 10.8514, 20.7955
O, 1.9174, 0.8723, 10.9618
O, 2.9383, 10.0591, 15.4521

Results
free energy: -67415.464 eV
free energy less fixed offsets of O -447.96, Si -113.29 eV per atom: -3.064 eV
gap between the highest filled and lowest empty level on this k mesh: 1.428 eV

The program warned: the cutoff lies below the one the program advises for these potential files; the model core charge is not resolved on the grid; the forces do not sum to zero within the program's tolerance; the exchange-correlation potential is rough where the density is thin.
